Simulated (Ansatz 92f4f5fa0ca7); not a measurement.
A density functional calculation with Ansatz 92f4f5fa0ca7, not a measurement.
Periodic cell of 252 atoms, Si132O88H32, with a vacuum gap, from a study of silicon, its oxide and their interface. The atomic structure is a simulated model.

Settings: functional r2SCAN; potential files Ansatz PAW; basis plane waves; wave-function cutoff 800 eV; density cutoff ratio 5; exchange-correlation grid ratio 1; k mesh 1 x 1 x 1, shifted by 0.5 0.5 0 of a step; self-consistency stop 1e-11 eV per atom in the density residual; occupations fixed; spin none; net charge 0; applied field sawtooth along c, amplitude +0.015 V/angstrom in the program's sign convention, ramp centred at 0.9888 of c and 0.0224 of c wide, no dipole correction.

Cell vectors (angstrom)
a 10.88 0 0
b 0 10.88 0
c 0 0 44.6401

Atoms and the computed forces on them: element, x, y, z (angstrom), force x, y, z (eV/angstrom)
Si 0.4157 -0.0245 30.9734 0.0088 -0.0007 0.0273
Si 2.4018 2.8951 31.0764 0.0037 0.0016 0.0344
Si 0.2923 5.1889 30.9255 -0.0046 -0.0091 0.041
Si 2.2948 9.2386 30.6781 0.008 -0.001 0.0378
Si 5.8152 -0.1176 31.0368 -0.0021 -0.0078 0.0317
Si 7.9035 2.7119 30.9726 -0.004 -0.003 0.0431
Si 5.8166 5.0875 30.9735 -0.0031 0.0008 0.0462
Si 7.9866 8.4737 30.9381 -0.0021 0.0031 0.0438
Si 1.3348 1.4353 32.5263 0.0097 0.0011 -0.0187
Si 4.1185 4.0483 32.235 0.0042 -0.0035 -0.0188
Si 1.3258 6.7597 32.2862 -0.0054 -0.009 0.0065
Si 4.0703 9.7049 32.1936 0.0042 0.0003 -0.0083
Si 6.8453 1.3441 32.4915 -0.0015 0.0006 -0.0136
Si 9.5161 4.019 32.1377 0.0002 0.0039 -0.0238
Si 6.858 6.8111 32.2243 -0.0009 0.0003 -0.0199
Si 9.6186 9.6272 32.1948 -0.0031 -0.0057 -0.01
Si -0.0971 2.778 33.7139 -0.007 -0.0161 0.0129
Si 2.8038 0.0841 33.7303 0.0027 0.0008 0.002
Si 0.0004 8.1782 33.6105 -0.009 0.0009 0.0109
Si 2.7974 5.4753 33.6017 -0.0031 0.0002 0.013
Si 5.4056 2.7163 33.7057 -0.0024 -0.0031 0.0105
Si 8.2731 -0.0035 33.7059 0.0031 0.0118 0.0125
Si 5.3805 8.1588 33.52 -0.0039 0.0019 0.0086
Si 8.2299 5.4503 33.5709 0.0025 0.0021 0.004
Si 1.3703 4.1299 34.9614 0.0178 -0.0007 0.0258
Si 4.106 1.3972 35.1188 0.0045 0.0054 0.0065
Si 1.397 9.5253 34.9744 0.0108 0.0091 0.0205
Si 4.1077 6.8224 34.9844 0.0089 0.0139 0.017
Si 6.8313 4.1102 34.9602 0.0027 -0.0135 0.0181
Si 9.5214 1.3826 35.0943 -0.0045 0.0002 0.0102
Si 6.7958 9.4922 34.9241 -0.0031 -0.002 0.0236
Si 9.5432 6.8064 34.9829 -0.0087 -0.004 0.0103
Si 0.0353 -0.0025 36.3587 0.0001 -0.0257 0.1811
Si 2.695 2.7628 36.3755 0.018 -0.0125 0.1857
Si 0.029 5.4634 36.3504 -0.0458 0.0242 0.1876
Si 2.7294 8.1523 36.3526 0.0035 0.0049 0.1751
Si 5.4795 -0.0269 36.3604 -0.0035 -0.0061 0.1815
Si 8.1333 2.7358 36.3868 -0.0076 0.023 0.1854
Si 5.4644 5.4563 36.3303 -0.002 -0.0165 0.1692
Si 8.1477 8.1477 36.3218 0.0201 0.0035 0.1687
Si 1.3649 1.3613 37.7154 0.0225 0.0422 0.4515
Si 4.0964 4.0959 37.7035 -0.0679 0.0744 0.258
Si 1.3841 6.7889 37.7275 -0.031 0.1165 0.2962
Si 4.0949 9.5073 37.711 -0.0048 -0.0051 0.2744
Si 6.802 1.3409 37.7349 0.026 0.0472 0.367
Si 9.5339 4.0939 37.7024 -0.0795 -0.0103 0.2831
Si 6.7975 6.8053 37.6996 0.0922 -0.0315 0.3505
Si 9.5275 9.5094 37.6868 -0.0257 -0.0384 0.1832
Si -0.0001 2.7093 6.925 0.1157 -0.0383 -0.335
Si 2.7149 -0.0132 6.9152 -0.094 -0.026 -0.3599
Si -0.0016 8.1402 6.9194 0.057 -0.0562 -0.3036
Si 2.7505 5.429 6.9553 0.0247 -0.0931 -0.2391
Si 5.4197 2.6946 6.9332 0.107 -0.0074 -0.266
Si 8.1659 -0.0284 6.9387 -0.0871 0.0161 -0.2493
Si 5.4484 8.1507 6.9477 0.0318 0.0106 -0.2238
Si 8.1385 5.4349 6.9054 -0.0936 0.018 -0.3935
Si 1.3879 4.0344 8.2857 -0.0059 0.014 -0.1706
Si 4.058 1.3242 8.284 0.0268 -0.0165 -0.1917
Si 1.3762 9.4861 8.2744 0.0237 -0.0221 -0.1833
Si 4.1109 6.7846 8.32 0.0053 -0.0119 -0.1669
Si 6.794 4.06 8.2697 -0.0193 0.0079 -0.1819
Si 9.5122 1.3513 8.2729 -0.0004 0.0046 -0.1829
Si 6.807 9.497 8.3258 -0.0103 0.0061 -0.1713
Si 9.4699 6.8029 8.2535 0.0077 0.0055 -0.1888
Si -0.0355 -0.0555 9.5869 -0.0083 -0.0117 -0.0148
Si 2.7305 2.6564 9.6815 -0.0094 0.0108 -0.0165
Si -0.0492 5.409 9.524 -0.0002 -0.0096 -0.0041
Si 2.755 8.1504 9.6697 -0.0175 -0.0052 -0.017
Si 5.4015 -0.0303 9.6506 -0.0047 -0.0063 -0.0183
Si 8.1404 2.6996 9.6315 0.0059 0.0043 -0.0262
Si 5.4724 5.4098 9.672 0.0044 0.0007 -0.0126
Si 8.1433 8.1165 9.711 -0.0009 -0.0057 -0.0271
Si 1.3419 1.2103 10.9529 0.0041 -0.002 -0.012
Si 4.0973 4.0643 11.0158 0.0029 0.0011 -0.0068
Si 1.2449 6.7927 10.8499 -0.0023 -0.0061 -0.0041
Si 4.1587 9.4557 11.0978 -0.0026 0.0014 0.0014
Si 6.7311 1.366 10.9717 -0.0046 -0.0007 -0.0109
Si 9.5338 4.0702 10.9397 0.0048 0.0114 -0.0078
Si 6.844 6.7056 11.1113 -0.0047 -0.0076 -0.0016
Si 9.4901 9.5411 11.0255 0.0155 -0.0051 -0.0082
Si -0.0309 2.6227 12.2044 -0.0018 -0.0003 0.015
Si 2.6893 -0.1147 12.3838 0.0011 -0.0011 0.014
Si 0.0025 8.147 12.3065 -0.0003 -0.0025 0.014
Si 2.5338 5.4104 12.1621 -0.0046 -0.0017 0.0059
Si 5.523 2.7727 12.4376 -0.0035 -0.0008 0.0098
Si 8.1011 0.0687 12.3344 0.0007 0.0029 0.0102
Si 5.4618 7.9984 12.5229 -0.0059 -0.0004 0.0059
Si 8.3131 5.3928 12.4638 0.0016 -0.0023 0.0142
Si 1.4919 3.774 13.4623 0.0041 0.0055 0.0159
Si 3.8206 1.5872 13.4974 0.0036 0.0005 0.0266
Si 1.5984 9.0939 13.7308 -0.0065 0.0026 0.0079
Si 3.7438 6.7942 13.516 0.0073 -0.0095 0.0215
Si 7.1688 3.8768 13.826 -0.0096 0.0109 0.0091
Si 9.2676 1.6067 13.5652 0.0104 -0.0096 0.004
Si 6.9433 8.7761 14.2527 -0.0056 -0.0001 0.0451
Si 9.5372 6.9512 13.797 0.0039 0.0009 0.0191
Si 2.8681 12.1516 16.0954 -0.002 0.0017 0.0583
Si 5.9868 12.2195 22.5088 0.0051 0.0087 0.0645
Si 6.6027 9.5357 17.2675 0.0049 0.0013 0.07
Si 11.7239 6.2088 18.5599 -0.0057 0.0071 0.0624
Si 4.1467 3.4855 17.2908 -0.0046 -0.0112 0.0457
Si 0.744 -5.3779 15.7699 0.0159 0.001 0.0642
Si 3.5954 10.9104 21.2265 -0.0066 -0.0018 0.0627
Si 7.2484 8.7228 25.0556 -0.0044 -0.0131 0.0871
Si 3.2534 6.054 17.3083 -0.0134 0.0125 0.0511
Si 9.8741 -2.6682 19.7185 -0.0007 -0.0075 0.0548
Si 16.073 5.0622 15.7691 -0.0149 0.0091 0.032
Si 2.6477 8.0905 22.3952 0.0048 -0.0027 0.0512
Si -0.0967 20.7174 27.259 0.0014 0.0044 0.0858
Si 4.5717 8.176 26.3055 -0.0103 0.0083 0.0671
Si 15.3912 0.6817 18.2763 0.0025 -0.0113 0.0629
Si 8.0512 11.4323 20.5673 -0.0021 0.0085 0.0682
Si 11.0342 10.9498 15.6461 0.004 0.0073 0.0594
Si -8.1068 -0.8593 27.728 0.0039 0.0052 0.0694
Si 1.9761 2.4524 22.3393 0.0034 -0.0022 0.0581
Si 9.9199 17.8096 22.4414 -0.0075 0.0052 0.0635
Si 17.867 8.4753 19.9074 0.0031 -0.0058 0.0633
Si -6.3127 6.3386 23.868 -0.0021 0.0011 0.0629
Si 5.2043 14.3866 27.0287 0.0012 0.0029 0.0734
Si -2.8115 11.5873 24.7674 -0.0038 0.0073 0.0756
Si 5.5415 17.0221 28.1213 -0.003 -0.0093 0.0671
Si 9.9664 7.269 28.7846 -0.0041 -0.006 0.0731
Si 4.1061 12.3302 28.9548 0.0022 -0.0066 0.0703
Si -3.9231 7.2164 22.5368 -0.0026 0.0026 0.0738
Si 0.2962 19.8452 24.157 -0.0078 0.0102 0.0802
Si 8.1764 3.1219 26.7866 0.01 0.0078 0.0578
Si 4.2417 3.2885 24.0348 0.016 0.0054 0.0722
Si 9.3238 10.6624 18.2066 -0.0125 -0.0011 0.0618
Si 1.2531 5.3995 21.4291 0.0065 0.0042 0.0592
Si -1.33 12.1878 28.7195 0.0035 0.0004 0.072
Si -0.5701 11.6294 22.8186 -0.0026 -0.0086 0.0642
Si 8.2287 6.1249 26.6951 0.0106 -0.0073 0.0603
O -0.0761 0.9803 29.7147 -0.0194 0.0111 -0.0312
O 1.931 -3.1833 31.0628 0.007 0.0088 -0.0211
O 4.9825 7.6054 27.7623 -0.0042 0.0108 -0.0347
O -1.2954 10.8859 27.6922 0.0024 -0.0116 -0.0303
O 1.3854 4.0381 30.433 -0.001 0.0013 -0.0109
O -0.1488 6.1423 29.6575 -0.008 0.0148 -0.034
O 2.8134 9.2236 29.1336 0.0036 0.0015 -0.0514
O -3.0602 18.1911 25.6555 -0.0079 0.0241 -0.0381
O 2.8817 1.7895 29.9549 0.0085 -0.01 -0.0401
O 5.3409 0.8167 29.7761 -0.0126 0.0153 -0.0322
O 6.8565 3.8974 30.4741 0.0065 0.0076 -0.0153
O 8.3309 1.6464 29.7688 0.0128 -0.007 -0.0425
O 5.1877 5.7927 29.6451 -0.0021 0.0091 -0.0521
O 8.6747 7.818 29.6023 0.015 -0.0115 -0.0361
O 6.8475 9.5877 30.4905 0.0039 0.0003 -0.0226
O 2.7574 2.8047 13.7735 -0.0016 -0.0052 -0.0164
O 4.7797 6.3521 16.7798 0.0082 -0.0071 -0.023
O 6.3425 -1.9143 15.7689 0.0016 -0.0132 -0.0572
O -1.0336 0.6572 14.751 -0.0171 0.0131 -0.031
O 2.3229 6.9017 18.3143 0.0109 -0.0041 -0.0223
O -2.6878 9.85 17.3804 -0.0055 -0.0027 -0.0283
O 2.7577 7.9893 14.1567 -0.0064 -0.002 -0.0136
O 4.5109 5.6288 14.401 -0.0064 0.0146 -0.0296
O 4.2389 10.9473 19.738 0.0104 0.0096 -0.0508
O 6.6742 4.6054 15.2417 0.0207 -0.0109 -0.0352
O 14.3301 4.666 18.1666 0.008 -0.0079 -0.0203
O 15.6932 0.2509 22.2651 -0.0117 -0.0077 -0.0285
O 8.305 7.8682 14.4093 0.003 -0.0006 -0.012
O 11.6055 9.5283 15.08 0.0118 -0.013 -0.0334
O 9.3155 11.4356 21.5701 -0.0181 -0.0041 -0.0412
O 4.7876 13.1843 18.2304 -0.0033 0.0091 -0.0244
O 6.173 19.4216 18.5018 -0.0081 0.004 -0.0404
O 0.7931 5.3086 19.8841 -0.0018 0.0032 -0.0471
O 4.0624 11.874 15.0186 0.006 0.002 -0.0421
O 0.7607 15.0444 14.8738 0.0005 -0.0131 -0.0344
O 8.5925 11.8466 19.0735 0.0096 -0.0013 -0.0383
O 13.7676 2.8137 16.5371 -0.0049 -0.0096 -0.0236
O 1.7596 19.2603 23.736 0.0122 -0.0062 -0.0311
O 3.1837 0.3576 17.3909 -0.0106 0.005 -0.0294
O 3.9225 4.8644 23.8127 -0.0041 0.0005 -0.0211
O 6.1025 -4.7323 23.3965 0.0092 0.0035 -0.0288
O 2.3134 5.9639 15.9442 -0.0074 -0.0035 -0.0286
O 2.09 17.6758 21.5658 -0.0073 -0.0121 -0.0271
O 0.4652 12.8388 22.5877 0.005 0.0071 -0.0214
O 2.6143 1.3255 21.3475 0.0051 -0.0089 -0.0256
O 1.9615 3.9754 21.7543 -0.0031 0.0103 -0.0217
O 5.7861 0.0153 17.5519 0.0009 0.0004 -0.0222
O 8.2538 2.7145 14.2513 0.0049 0.0002 -0.009
O 10.5074 0.1217 17.1714 0.0189 -0.0001 -0.0422
O 7.3162 -0.6625 13.6032 0.0023 0.0081 -0.0255
O 10.5563 6.4905 15.022 -0.0156 0.0087 -0.0352
O 12.2917 11.9275 15.4966 -0.0051 -0.0004 -0.0206
O 7.3464 9.966 20.4534 0.0003 -0.0066 -0.0186
O 6.2892 7.6479 21.1122 -0.0012 0.0107 -0.0421
O -1.2731 17.4266 27.3923 -0.0129 -0.0078 -0.0333
O 2.8789 9.4684 21.5384 0.0042 0.0125 -0.0267
O 11.2063 16.1685 17.32 -0.0014 -0.0069 -0.0433
O 14.9428 -3.3632 22.8906 -0.0105 0.0103 -0.0361
O 8.3831 6.5038 22.2891 0.0053 -0.0041 -0.0208
O 6.734 14.1499 27.5009 0.0042 -0.0009 -0.0225
O 10.8372 16.4756 22.3958 0.0078 -0.0065 -0.0299
O 8.36 7.7021 19.5659 -0.0004 0.0007 -0.024
O -0.8705 -1.1095 19.3724 -0.0005 0.0105 -0.0299
O -6.0926 13.8849 25.5413 -0.0153 -0.0045 -0.0645
O -0.7621 7.7867 23.7973 -0.0029 -0.0128 -0.0304
O -0.0788 8.588 28.3134 0.004 0.0145 -0.0313
O -5.0877 19.9161 25.6937 0.0163 0.0034 -0.0284
O 11.0461 21.1213 23.173 -0.0006 0.0118 -0.0323
O -3.0356 1.8824 25.8209 -0.0033 -0.0273 -0.0392
O 10.7358 -3.4279 18.6233 0.0093 -0.0052 -0.0271
O -1.4081 12.0106 24.1261 0.0161 -0.0018 -0.0377
O -9.5776 -0.2697 27.463 -0.009 -0.0047 -0.0272
O -3.746 6.0896 27.8808 0.0128 -0.0005 -0.0282
O 8.1198 10.0624 25.3467 0.0017 0.0049 -0.0236
O 6.9056 1.5381 21.1734 0.0105 -0.0033 -0.0342
O 2.8541 2.5014 23.7147 -0.0161 -0.0061 -0.03
O -0.0215 20.2097 25.7095 0.0055 -0.0134 -0.0652
O 3.7557 11.2797 27.7934 -0.0051 -0.013 -0.0306
O 7.1481 8.5462 23.4472 -0.0011 -0.0096 -0.0409
O 10.3657 7.9194 21.2253 0 0.0089 -0.043
O 6.8838 11.6073 23.6879 -0.0188 0.0023 -0.0437
O 4.367 13.7095 28.2062 0.0099 0.0145 -0.0351
O 3.2487 9.0724 26.51 0.0112 -0.0147 -0.0361
O 4.3024 6.9256 25.3376 0 -0.0183 -0.0473
O 8.4382 4.6013 26.1108 0.0018 -0.0011 -0.0266
O 5.3547 13.6413 22.9696 0.0077 -0.0106 -0.0346
O 4.8692 15.9554 27.1147 -0.0028 -0.007 -0.0215
O -1.458 13.5203 27.7462 -0.0105 0.0129 -0.0344
H 2.1793 0.5321 38.6478 -0.2111 0.3588 -0.2607
H 0.538 2.1779 38.6478 0.2582 -0.3525 -0.2456
H 3.2707 4.9138 38.636 0.4141 -0.2597 -0.2429
H 4.8944 3.251 38.636 -0.2369 0.2997 -0.3095
H 2.2078 5.969 38.6599 -0.3286 0.3108 -0.2789
H 0.5521 7.6003 38.6599 0.3181 -0.2455 -0.2503
H 4.9157 8.6846 38.6434 -0.3546 0.309 -0.2521
H 3.267 10.3229 38.6434 0.303 -0.248 -0.2862
H 7.6222 0.5175 38.6673 -0.2412 0.37 -0.248
H 5.9717 2.1541 38.6673 0.2178 -0.3572 -0.2521
H 8.6959 4.8992 38.6348 0.3654 -0.2238 -0.2549
H 10.344 3.2606 38.6348 -0.2692 0.3208 -0.2823
H 7.6103 5.9747 38.6321 -0.2754 0.3045 -0.2607
H 5.9745 7.626 38.6321 0.3369 -0.3115 -0.277
H 10.3438 8.6821 38.6193 -0.3096 0.2476 -0.29
H 8.6998 10.3253 38.6193 0.3157 -0.29 -0.2882
H 0.8268 1.8927 5.9926 -0.3602 0.2603 0.2425
H -0.8102 3.5426 5.9926 0.2915 -0.2617 0.299
H 3.5428 -0.8288 5.9827 -0.3021 0.2832 0.2528
H 1.9005 0.816 5.9827 0.2843 -0.3217 0.2545
H -0.8178 8.9675 5.987 0.3714 -0.2579 0.2549
H 0.8305 7.3288 5.987 -0.3667 0.2061 0.2442
H 1.9267 6.2488 6.0229 0.2752 -0.266 0.3041
H 3.5762 4.6111 6.0229 -0.3096 0.3571 0.2458
H 4.6218 3.5396 6.0008 0.2585 -0.3884 0.2507
H 6.25 1.8815 6.0008 -0.2862 0.2638 0.2588
H 8.9935 -0.8443 6.0063 -0.328 0.2943 0.2818
H 7.3457 0.795 6.0063 0.2246 -0.327 0.2641
H 4.6275 8.9734 6.0153 0.2803 -0.287 0.2964
H 6.2713 7.33 6.0153 -0.3159 0.333 0.2775
H 8.9765 4.6296 5.973 -0.2764 0.2793 0.2716
H 7.3256 6.2656 5.973 0.264 -0.4118 0.2131

Results
free energy: -135120.561 eV
free energy less fixed offsets of H -15.71, O -570.45, Si -639.56 eV per atom: 3.679 eV

The program warned: the cutoff lies below the one the program advises for these potential files; the forces do not sum to zero within the program's tolerance; empty levels may hold ghost states of the PAW files; the exchange-correlation potential is rough where the density is thin.
